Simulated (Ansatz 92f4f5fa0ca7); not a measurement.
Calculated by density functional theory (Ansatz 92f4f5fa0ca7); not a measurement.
Periodic cell of 226 atoms, Si134O92, from a study of silicon, its oxide and their interface. The atomic structure is a simulated model.
Doubt: the cutoff is far below the 930 eV that the study's wrapper takes by default for these files, so forces and energies are approximate.
This geometry differs little from another in the collection (a relaxation step or a small displacement).

Settings: functional PBE; potential files Ansatz PAW; basis plane waves; wave-function cutoff 580 eV; density cutoff ratio 5; exchange-correlation grid ratio 1; k mesh 1 x 1 x 1, Gamma-centred; self-consistency stop 5e-08 eV per atom in the density residual; occupations fixed; spin none; net charge 0.

Cell vectors (angstrom)
a  10.938  0  0
b  0  10.938  0
c  0  0  32.8874

Atoms: element, x, y, z (angstrom)
Si  -0.0741  0.2498  25.2958
Si  5.8403  -0.2588  25.536
Si  2.6973  2.9857  25.2766
Si  8.5832  2.4369  25.4567
Si  0.4243  5.1954  25.3842
Si  5.3064  5.7538  25.417
Si  3.0962  8.0148  25.3538
Si  8.0373  8.4658  25.5989
Si  1.4882  1.4046  26.6404
Si  6.9728  1.3502  26.7966
Si  4.1718  4.1366  26.7141
Si  9.7141  4.0826  26.7049
Si  1.4959  6.8375  26.6852
Si  6.8671  6.849  26.8134
Si  4.1874  9.5524  26.7693
Si  9.7024  9.6366  26.7325
Si  2.7597  -0.0115  28.0677
Si  8.2775  -0.0355  28.1533
Si  0.0721  2.6926  28.0975
Si  5.5086  2.7191  28.0775
Si  2.7739  5.4509  28.1146
Si  8.2597  5.4204  28.0789
Si  0.0569  8.1698  28.0628
Si  5.4834  8.1794  28.166
Si  4.1018  1.3673  29.4691
Si  9.5708  1.3673  29.4691
Si  1.3673  4.1018  29.4691
Si  6.8362  4.1018  29.4691
Si  4.1018  6.8362  29.4691
Si  9.5708  6.8362  29.4691
Si  1.3673  9.5708  29.4691
Si  6.8362  9.5708  29.4691
Si  0  0  30.8364
Si  5.469  0  30.8364
Si  2.7345  2.7345  30.8364
Si  8.2035  2.7345  30.8364
Si  0  5.469  30.8364
Si  5.469  5.469  30.8364
Si  2.7345  8.2035  30.8364
Si  8.2035  8.2035  30.8364
Si  1.3673  1.3673  32.2036
Si  6.8362  1.3673  32.2036
Si  4.1018  4.1018  32.2036
Si  9.5708  4.1018  32.2036
Si  1.3673  6.8362  32.2036
Si  6.8362  6.8362  32.2036
Si  4.1018  9.5708  32.2036
Si  9.5708  9.5708  32.2036
Si  2.7345  0  0.6835
Si  8.2035  0  0.6835
Si  0  2.7345  0.6835
Si  5.469  2.7345  0.6835
Si  2.7345  5.469  0.6835
Si  8.2035  5.469  0.6835
Si  0  8.2035  0.6835
Si  5.469  8.2035  0.6835
Si  4.1018  1.3673  2.0507
Si  9.5708  1.3673  2.0507
Si  1.3673  4.1018  2.0507
Si  6.8362  4.1018  2.0507
Si  4.1018  6.8362  2.0507
Si  9.5708  6.8362  2.0507
Si  1.3673  9.5708  2.0507
Si  6.8362  9.5708  2.0507
Si  0  0  3.418
Si  5.469  0  3.418
Si  2.7345  2.7345  3.418
Si  8.2035  2.7345  3.418
Si  0  5.469  3.418
Si  5.469  5.469  3.418
Si  2.7345  8.2035  3.418
Si  8.2035  8.2035  3.418
Si  1.336  1.3579  4.8323
Si  6.8095  1.3502  4.7733
Si  4.0743  4.1274  4.7864
Si  9.5413  4.1312  4.7284
Si  1.393  6.811  4.724
Si  6.7642  6.9044  4.7942
Si  3.9542  9.6783  4.8142
Si  9.5195  9.5897  4.801
Si  2.4822  -0.0435  6.3964
Si  8.0931  -0.0455  6.2191
Si  -0.0672  2.7471  6.1027
Si  5.3418  2.6623  6.1034
Si  2.7078  5.4834  6.174
Si  8.116  5.4523  6.0682
Si  -0.0674  8.0906  6.0132
Si  5.3081  8.2882  6.1136
Si  4.1211  1.228  7.5714
Si  9.2568  1.6244  7.3891
Si  1.0783  4.3232  7.415
Si  6.9739  3.8351  7.294
Si  3.7666  7.1613  7.4817
Si  9.7528  6.5189  7.3414
Si  1.2397  9.0904  7.6567
Si  6.3373  9.8609  7.5137
O  8.3637  -4.0738  19.9522
O  9.8316  7.44  22.0635
O  4.5154  -0.9555  13.7068
O  6.6814  9.1578  8.9689
O  4.6613  6.6984  8.7849
O  8.1097  2.7499  7.7994
O  4.2002  6.8675  24.8698
O  7.7971  3.0732  24.1636
O  4.0702  4.4306  9.884
O  9.8835  1.0681  8.8294
O  5.2772  11.0539  7.9551
O  -1.6979  7.2795  8.7134
O  6.3675  4.5989  8.6002
O  3.6199  1.9453  8.9869
O  15.2767  3.7595  13.6085
O  2.5506  8.1432  8.0655
O  5.9661  5.0389  24.0872
O  3.4932  2.4287  23.9157
O  6.9262  9.5423  25.0061
O  8.7441  7.72  24.3366
O  -0.1959  5.9362  24.0516
O  8.2855  -2.0414  15.5009
O  2.529  8.7424  23.9827
O  -1.2573  12.2735  24.8536
Si  13.0432  3.0977  18.0088
Si  17.3499  -8.5484  21.07
Si  17.76  -5.9445  11.9884
Si  5.1034  13.4267  18.2836
Si  20.3566  6.6094  23.3882
Si  7.7282  1.5829  14.1558
Si  11.4742  0.3705  18.4048
Si  2.9604  3.2634  9.7205
Si  18.6124  13.6373  16.7697
Si  21.98  18.9075  12.4875
Si  5.4117  -4.5334  16.8907
Si  34.1043  4.2388  15.1869
Si  14.2852  9.7902  14.8598
Si  5.3127  -5.531  9.5217
Si  4.2387  12.1044  23.1473
Si  26.7593  5.2322  14.1181
Si  15.8421  -11.3927  17.4464
Si  9.069  12.0995  10.2485
Si  1.9075  -0.9834  23.0717
Si  15.1631  7.8564  19.0753
Si  21.8754  -10.8374  12.6342
Si  7.2809  -1.1327  10.3408
Si  12.2275  2.8502  12.3847
Si  7.2181  -6.6024  23.3169
Si  13.4288  6.8839  14.216
Si  -9.5239  -2.105  20.1063
Si  11.3249  10.3596  15.372
Si  -1.9014  12.79  19.5612
Si  9.9702  8.2699  9.7863
Si  -1.383  5.0119  16.3497
Si  20.8469  -3.9353  20.5085
Si  -0.2207  15.3494  19.2965
Si  20.1692  3.399  12.018
Si  7.0889  8.8367  16.5969
Si  -1.3555  -2.9651  15.123
Si  5.6956  10.7287  12.8242
Si  5.4035  2.7173  12.9438
Si  7.0612  -3.7673  19.034
O  7.13  -21.7233  13.5856
O  21.5446  -6.5993  15.3029
O  10.6902  7.4243  10.9917
O  0.5467  -1.4009  12.3255
O  8.3365  2.2443  18.164
O  6.1845  3.4896  11.7301
O  6.3842  -0.6403  16.7622
O  13.9243  -2.7308  15.0263
O  25.7001  -4.6425  13.5007
O  13.3648  13.9586  11.2357
O  23.4305  1.6373  18.4635
O  14.7795  -0.4548  16.2335
O  4.8167  0.8969  18.3104
O  16.7299  -8.0119  19.6767
O  17.36  24.4273  14.1976
O  23.756  10.5097  14.6982
O  10.0803  0.603  19.2722
O  16.1681  1.5709  21.892
O  20.3112  -4.3659  15.9237
O  21.7774  3.6212  11.9951
O  1.8093  -7.5908  16.4329
O  9.8544  0.4495  11.4793
O  17.6801  3.7496  21.8914
O  19.7793  -8.5773  13.2374
O  9.9788  3.1202  19.965
O  1.907  5.7581  15.2522
O  6.339  5.5575  13.4448
O  14.6371  3.2831  18.1974
O  9.7566  -3.174  13.5033
O  15.4531  -1.5991  18.5048
O  18.5151  -2.5117  18.1052
O  7.6072  11.3915  10.1
O  1.3798  10.0683  19.0417
O  15.0435  -4.1534  17.8253
O  0.6486  10.6091  23.9139
O  1.5203  4.0732  24.8151
O  5.0023  -5.6164  15.7521
O  23.5836  14.4224  13.8176
O  17.1303  5.9287  10.8068
O  16.5901  -3.4537  19.8739
O  1.6902  3.7278  8.8162
O  0.1965  11.0815  16.8148
O  19.1147  -9.3944  15.7139
O  10.0401  4.9354  17.9033
O  16.896  -3.1908  16.1023
O  19.6761  9.0643  10.5425
O  11.1406  9.1706  8.9932
O  12.3228  9.3514  21.6542
O  8.8245  2.7238  10.5964
O  3.0462  11.0769  22.6955
O  7.8392  -9.3488  20.6881
O  10.6022  16.4806  20.4378
O  -4.7607  9.7611  11.5728
O  8.4492  4.8394  12.0669
O  17.0032  13.7568  17.013
O  0.0147  8.03  19.7827
O  8.1753  15.1004  16.2357
O  10.9322  8.7758  15.6049
O  1.1482  1.2355  12.5219
O  17.553  -4.9606  17.958
O  10.3557  11.0082  14.1908
O  23.2338  4.1679  18.983
O  24.6756  7.9372  19.8876
O  8.3674  5.4328  23.0283
O  -0.0616  5.4262  7.8697
O  23.2704  7.1664  13.0553
O  15.918  1.2329  12.4016
O  5.2152  0.4069  24.1862

Results
free energy: -137509.926 eV
free energy less fixed offsets of O -568.88, Si -635.61 eV per atom: -1.226 eV

Forces (eV/angstrom), in the order of the atoms: element, x, y, z
Si  0.0071  -0.0064  0.0344
Si  0.0197  -0.027  -0.0661
Si  0.0103  -0.0141  0.0396
Si  0.0076  -0.0181  -0.0354
Si  0.0102  -0.0012  -0.0266
Si  0.0106  -0.0026  0.0255
Si  0.0133  -0.0106  -0.0215
Si  0.006  -0.0005  -0.0045
Si  -0.0131  0.0171  -0.021
Si  0.0009  0.0019  0.0108
Si  -0.013  0.0114  -0.0138
Si  -0.0036  0.0023  0.0122
Si  0.0036  -0.0001  0.0082
Si  -0.0069  0.0054  -0.0186
Si  0.0015  -0.0017  0.0097
Si  -0.0176  0.0161  -0.0111
Si  -0.002  -0.0006  0.0101
Si  0.0082  -0.0223  0.0033
Si  0.0126  -0.018  0.0036
Si  -0.0017  0.0032  0.0075
Si  0.0084  -0.0063  0
Si  -0.0068  0.0067  0.0046
Si  -0.007  0.0001  0.0077
Si  0.0076  -0.0013  0.0104
Si  0.0877  0.0014  -0.2494
Si  0.3636  0.0874  0.258
Si  0.1333  -0.0323  0.0752
Si  0.1552  -0.0828  -0.1331
Si  -0.0405  -0.1615  0.416
Si  0.1757  -0.0406  -0.2782
Si  0.0968  -0.0531  -0.2353
Si  0.1999  -0.0715  0.31
Si  -0.0333  0.0937  -0.0011
Si  0.0426  0.0526  -0.0179
Si  -0.0105  0.0956  -0.0036
Si  0.0282  0.0549  -0.0193
Si  0.0039  0.0127  -0.0202
Si  -0.0209  0.0989  -0.0087
Si  0.0291  0.0134  -0.004
Si  -0.0647  0.0605  -0.0044
Si  0.0232  -0.0708  -0.0228
Si  0.0244  -0.0078  -0.0132
Si  0.0786  -0.045  -0.0252
Si  -0.0119  -0.0041  -0.011
Si  -0.0169  -0.0047  -0.0106
Si  0.0395  -0.0477  -0.0179
Si  0.0064  -0.0416  -0.0105
Si  0.034  -0.0716  -0.0233
Si  -0.0243  0.0662  0.038
Si  -0.0368  0.0438  0.0281
Si  0.0127  0.0156  -0.0078
Si  -0.0698  0.0557  0.0117
Si  -0.0039  0.0144  0.0274
Si  -0.0154  0.0222  0.0359
Si  -0.055  0.0641  0.0159
Si  0.0254  -0.008  -0.0061
Si  0.1152  -0.02  0.0058
Si  -0.0111  -0.0196  0.0057
Si  -0.1228  -0.0813  -0.0157
Si  0.0285  -0.0683  0.019
Si  0.0687  0.0486  -0.0067
Si  0.0433  -0.0487  0.0233
Si  -0.0302  -0.1581  -0.0048
Si  -0.0819  -0.1431  0.0167
Si  -0.1543  0.037  0.2015
Si  -0.4522  0.0289  -0.0254
Si  -0.1319  -0.1036  0.2383
Si  -0.1786  -0.1141  -0.1722
Si  0.0795  -0.0504  -0.4752
Si  -0.0868  0.1485  0.0464
Si  0.0159  0.2729  -0.2266
Si  -0.1995  0.1131  0.0238
Si  0.017  -0.0031  -0.0018
Si  -0.0087  0.0067  0.005
Si  -0.0006  0.0012  -0.0077
Si  0.0073  0.0072  0.012
Si  -0.0002  0.0022  -0.0026
Si  0.0013  0.006  0.0027
Si  -0.0074  0.0237  0.0034
Si  0.0054  0.0033  0.0048
Si  0.007  -0.0161  -0.0079
Si  -0.0017  -0.0031  -0.013
Si  -0.0059  0.0111  -0.0113
Si  0.0133  -0.011  -0.0012
Si  -0.0022  -0.0022  -0.004
Si  -0.0216  -0.0215  -0.0146
Si  -0.0197  -0.0089  -0.0204
Si  0.0015  -0.0095  -0.0076
Si  -0.0004  -0.0209  -0.0026
Si  -0.0068  0.0063  0.0323
Si  -0.0107  0.0095  0.0212
Si  -0.0009  0.0079  0.0012
Si  -0.0018  0.0185  0.0299
Si  0.0231  0.0206  0.0441
Si  0.0231  0.0377  0.0374
Si  -0.005  -0.0041  0.0317
O  0.0012  -0.0005  0.0042
O  -0.0016  -0.0081  0.0114
O  -0.0006  0.0005  0.0004
O  -0.004  0.0012  -0.0165
O  -0.0088  0.003  -0.0156
O  0.0061  -0.0065  -0.0073
O  -0.0139  0.009  0.0059
O  0.0013  0.0054  0.0154
O  -0.0011  0.0005  0.0005
O  -0.002  0.0026  -0.0149
O  0.0003  0.0059  -0.0074
O  -0.0065  -0.0186  -0.0248
O  -0.0007  -0.0009  -0.0007
O  0.0019  0.0004  -0.004
O  0  0.0004  -0.0006
O  0.0053  -0.0165  -0.0155
O  0.0099  -0.0044  -0.0004
O  -0.0017  -0.001  -0.0028
O  -0.0152  0.0195  0.0195
O  -0.0003  -0.0102  0.0128
O  -0.0067  0.0005  0.0123
O  -0.0024  0.0004  0.0012
O  0.005  -0.0052  0.0203
O  -0.0185  0.0193  0.0092
Si  0.0013  -0.0002  -0.0028
Si  -0.0005  -0.0036  -0.0092
Si  0.0007  -0.0015  0.0048
Si  0.0006  -0.0027  -0.0023
Si  -0.0126  0.0083  0.0068
Si  -0.0012  0.0015  0.0023
Si  0.0011  -0.0018  -0.0017
Si  -0.0008  -0.0019  0.0053
Si  -0.0014  -0.0001  0.0005
Si  -0.002  0.0019  0.0036
Si  0.0009  0.0012  0.0018
Si  -0.0021  0.0016  0.0028
Si  -0.001  0.0006  0.0025
Si  0.0054  -0.0017  0.0021
Si  0.008  -0.0013  0.002
Si  0.0017  -0.0005  0.0022
Si  -0.0008  0  -0.0005
Si  -0.0034  0.0004  0.0057
Si  -0.0073  0.0038  -0.0032
Si  0.0002  0.003  -0.0028
Si  0.0006  -0.0003  0.004
Si  0.0048  0.0024  0.0048
Si  -0.0047  -0.0013  0.0052
Si  0.0038  0.0104  0.0048
Si  -0.0025  0.0008  0.0028
Si  -0.0007  0.0005  -0.006
Si  -0.0011  -0.0007  0.0012
Si  -0.0011  0.0006  -0.0029
Si  0.004  0  -0.0005
Si  0.001  0.0017  0.0009
Si  -0.0006  0.001  -0.0062
Si  -0.0031  0.0009  -0.0044
Si  -0.0004  0.0003  0.0045
Si  0.0006  -0.0002  0.0017
Si  0.0005  0.0005  0.0017
Si  -0.0004  -0.0002  0.0049
Si  0.0008  0.0009  0.0052
Si  -0.0006  0.0022  -0.0033
O  -0.001  0.0003  -0.0003
O  0.0023  -0.0008  0.0014
O  -0.0016  0.0012  0
O  -0.0012  0.0016  -0.0004
O  0.0002  0.0001  0.0028
O  -0.0024  0.0002  -0.0001
O  -0.0003  0.0002  0.0013
O  -0.0005  0.0003  0
O  -0.0033  0.0011  0.0012
O  0.0003  0.0005  -0.0032
O  -0.0022  -0.0008  0.0009
O  -0.0001  0.0008  0
O  -0.0006  0.001  0.0025
O  0.0001  0.0018  0.0049
O  -0.0011  0.0004  0.0002
O  0.0003  -0.0001  0.0003
O  -0.0005  0.0003  0.0029
O  -0.0031  -0.0005  0.0126
O  -0.0006  -0.0029  0.0006
O  0.0006  0.0004  -0.0004
O  0.0006  0.0023  0.0012
O  -0.0014  0.0006  -0.0005
O  0.0015  0.0023  0.0091
O  -0.0009  -0.0004  0.0001
O  -0.0003  0.0008  0.0045
O  -0.0024  -0.0013  -0.0003
O  -0.002  0.0009  0.0001
O  -0.004  0.0013  0.0018
O  -0.0006  0.0007  0
O  -0.002  -0.0019  0.0032
O  -0.0006  -0.0006  0.0028
O  -0.0003  0.0014  -0.0008
O  -0.0021  0.0036  0.0021
O  -0.0011  0.0001  0.003
O  0.0017  0.0003  -0.0024
O  -0.0147  0.0143  0.0068
O  0.0005  0.0006  0.0024
O  -0.0011  0.0018  -0.0004
O  -0.0026  0.0008  -0.0025
O  -0.0013  0.0008  0.0018
O  -0.0055  0.0048  -0.0109
O  0.0002  0.0004  0.004
O  -0.0009  0.0005  0.0011
O  -0.0009  0.001  0.0014
O  -0.0008  0  -0.0003
O  -0.0026  0.002  0
O  0.0044  -0.0065  -0.016
O  0.0011  0.0001  0.0063
O  -0.0001  -0.0011  -0.0013
O  0.0016  -0.0014  0.0059
O  -0.0003  0.0019  0.0043
O  -0.0014  0.0025  0.0047
O  -0.0004  0.0006  -0.0009
O  -0.0016  0.0003  -0.0005
O  -0.0006  0.0013  0.0023
O  -0.0007  0.0005  0.0053
O  -0.0008  0.0005  0.0011
O  -0.0007  0.0008  0.0004
O  0.0003  0.0034  -0.0003
O  -0.0013  0.0007  0.0023
O  -0.0001  0.0004  -0.0002
O  0.0005  0.0009  0.0028
O  0.0001  0.0005  0.0038
O  -0.0023  0.0015  0.0112
O  0.0047  -0.0113  -0.0127
O  0.0032  -0.0006  0.0021
O  -0.0014  0.0008  -0.0004
O  0.0047  -0.0059  0.0433

The program warned: the cutoff lies below the one the program advises for these potential files; the exchange-correlation potential is rough where the density is thin.
